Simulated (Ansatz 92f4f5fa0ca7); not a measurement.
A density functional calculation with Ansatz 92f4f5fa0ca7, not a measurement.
Periodic cell of 288 atoms, Si196O92, from a study of silicon, its oxide and their interface. The atomic structure is a simulated model.
Doubt: the cutoff is far below the 930 eV that the study's wrapper takes by default for these files, so forces and energies are approximate.

Settings: functional PBE; potential files Ansatz PAW; basis plane waves; wave-function cutoff 580 eV; density cutoff ratio 5; exchange-correlation grid ratio 1; k mesh 1 x 1 x 1, Gamma-centred; self-consistency stop 5e-08 eV per atom in the density residual; occupations fixed; spin none; net charge 0.

Cell vectors (angstrom)
a 11.6015 0 0
b 0 10.938 0
c 0 0 40.312

Atoms: element, x, y, z (angstrom)
Si 0 0 0.9665
Si 3.8672 0 0.9665
Si 7.7343 0 0.9665
Si 1.9336 1.3673 0.9665
Si 5.8008 1.3673 0.9665
Si 9.6679 1.3673 0.9665
Si 0 5.469 0.9665
Si 3.8672 5.469 0.9665
Si 7.7343 5.469 0.9665
Si 1.9336 6.8362 0.9665
Si 5.8008 6.8362 0.9665
Si 9.6679 6.8362 0.9665
Si 1.9336 2.7345 39.3449
Si 5.8008 2.7345 39.3449
Si 9.6679 2.7345 39.3449
Si 0 4.1018 39.3449
Si 3.8672 4.1018 39.3449
Si 7.7343 4.1018 39.3449
Si 1.9336 8.2035 39.3449
Si 5.8008 8.2035 39.3449
Si 9.6679 8.2035 39.3449
Si 0 9.5708 39.3449
Si 3.8672 9.5708 39.3449
Si 7.7343 9.5708 39.3449
Si 0 0 4.8337
Si 3.8672 0 4.8337
Si 7.7343 0 4.8337
Si 1.9336 1.3673 4.8337
Si 5.8008 1.3673 4.8337
Si 9.6679 1.3673 4.8337
Si 0 5.469 4.8337
Si 3.8672 5.469 4.8337
Si 7.7343 5.469 4.8337
Si 1.9336 6.8362 4.8337
Si 5.8008 6.8362 4.8337
Si 9.6679 6.8362 4.8337
Si 1.9336 2.7345 2.9001
Si 5.8008 2.7345 2.9001
Si 9.6679 2.7345 2.9001
Si 0 4.1018 2.9001
Si 3.8672 4.1018 2.9001
Si 7.7343 4.1018 2.9001
Si 1.9336 8.2035 2.9001
Si 5.8008 8.2035 2.9001
Si 9.6679 8.2035 2.9001
Si 0 9.5708 2.9001
Si 3.8672 9.5708 2.9001
Si 7.7343 9.5708 2.9001
Si 3.8964 0.9699 29.2142
Si 6.4657 -0.62 29.4661
Si 3.8245 2.3013 21.7728
Si 1.6278 -2.7348 30.9408
Si 10.1696 6.4757 20.7634
Si 11.4776 -1.0127 31.2019
Si 1.3954 6.0415 32.0799
Si 5.6469 8.0929 31.8108
Si 3.0179 7.1291 22.9557
Si -0.4839 11.3038 22.5394
Si 2.9841 4.5081 31.1534
Si 5.2793 3.7353 32.1633
Si 5.4428 0.9887 24.0637
Si 0.6499 -0.2938 25.3193
Si 13.5677 2.4067 31.3293
Si -0.2579 2.8691 30.5368
Si 2.812 7.4497 29.0053
Si 3.4872 8.8745 32.3303
Si 7.5013 9.6005 31.4912
Si 3.0778 9.6704 26.9861
Si 7.5653 4.5158 31.5051
Si -1.8799 14.4197 32.1243
Si 8.5991 11.4969 27.57
Si 9.8963 6.9701 28.944
Si -0.0625 0.0716 33.3839
Si 3.7362 -0.0185 33.5554
Si 7.6131 0.2013 33.3453
Si 1.8684 1.3986 33.4926
Si 5.5905 1.5491 33.4017
Si 9.6097 1.503 33.4974
Si -0.4477 5.1882 33.2546
Si 4.4092 5.3106 33.8244
Si 7.9158 5.6606 33.5623
Si 2.7767 6.9985 33.6628
Si 6.0421 6.8992 33.7839
Si 9.772 7.0633 33.5518
Si 1.9051 2.7481 35.4419
Si 5.84 2.6962 35.4792
Si 9.681 2.7345 35.5096
Si -0.0094 4.1427 35.4053
Si 3.9079 3.9742 35.6267
Si 7.7775 4.1261 35.4201
Si 1.9577 8.216 35.5093
Si 5.821 8.356 35.5763
Si 9.6612 8.3148 35.5116
Si 0.0071 9.6267 35.382
Si 3.8466 9.6275 35.5243
Si 7.7182 9.7381 35.3804
Si 0 0 37.4113
Si 3.8672 0 37.4113
Si 7.7343 0 37.4113
Si 1.9336 1.3673 37.4113
Si 5.8008 1.3673 37.4113
Si 9.6679 1.3673 37.4113
Si 0 5.469 37.4113
Si 3.8672 5.469 37.4113
Si 7.7343 5.469 37.4113
Si 1.9336 6.8362 37.4113
Si 5.8008 6.8362 37.4113
Si 9.6679 6.8362 37.4113
Si 1.9537 2.6648 6.8038
Si 5.7974 2.7215 6.7796
Si 9.6995 2.706 6.7666
Si 0.038 4.0729 6.7783
Si 3.8557 4.0579 6.7455
Si 7.7566 4.0425 6.7094
Si 1.8911 8.1856 6.7728
Si 5.7607 8.19 6.7518
Si 9.6161 8.1836 6.7791
Si -0.0467 9.5486 6.7999
Si 3.8289 9.5396 6.759
Si 7.6828 9.5604 6.7548
Si -0.0262 -0.0591 8.7825
Si 3.921 -0.1367 8.7516
Si 7.6691 0.0008 8.6752
Si 1.9313 1.2285 8.737
Si 5.7164 1.3667 8.7319
Si 9.6107 1.3326 8.6963
Si -0.0234 5.4574 8.7064
Si 3.8217 5.4082 8.6706
Si 7.6814 5.3575 8.6293
Si 1.9458 6.8579 8.7305
Si 5.7784 6.7201 8.6062
Si 9.6394 6.7687 8.6889
Si 0.6436 -1.6728 18.7417
Si 7.4025 4.0056 10.5923
Si 7.2654 4.5597 14.4831
Si -2.2727 1.1398 12.3686
Si -0.2252 0.052 12.6498
Si 2.023 6.4089 12.1936
Si 0.663 3.6153 14.0995
Si 2.1591 8.2344 10.6874
Si 14.7049 11.214 13.7264
Si 0.1493 9.5445 10.7773
Si -0.2409 14.981 10.6009
Si 8.3675 14.8837 20.8381
Si -5.2127 4.5826 18.7323
Si 6.0909 -3.0863 10.6217
Si 13.3052 2.6551 10.6043
Si -1.6751 2.8631 18.3611
Si 9.36 6.8516 12.4678
Si 5.2245 0.3555 12.28
Si 4.3399 6.5243 17.7246
Si 5.5779 2.6444 16.3088
Si 9.4927 6.0952 25.0447
Si -1.7719 8.1728 10.5893
Si 7.5514 10.456 12.5375
Si 5.484 2.5342 10.833
O 11.5348 -40.3495 27.4357
O 11.3653 16.6728 21.5806
O 2.5764 11.1993 15.3476
O -8.2707 -3.4749 21.3784
O 32.3602 -6.1366 26.0312
O 14.343 -20.6105 30.3423
O 4.2065 12.435 20.3642
O 2.4689 28.8074 13.7012
O 39.1469 -20.6484 22.891
O 5.0575 27.3803 18.7934
O -4.0011 -5.3644 18.2683
O 3.7287 16.6813 23.4185
O 40.8728 18.7122 24.6031
O 19.4906 -5.4519 15.6714
O 29.4041 16.8702 22.6634
O -0.6179 20.9599 19.4412
O 1.4463 17.7443 23.2729
O 15.591 2.9842 16.075
O 26.3469 5.2221 11.8131
O 13.1827 19.7787 20.0035
O 19.9437 28.3729 23.9479
O 37.5855 -12.2883 13.3659
O 18.9046 -13.6089 15.1061
O 29.1193 8.8746 28.8329
Si 1.6173 9.9813 15.9933
Si 9.4011 13.4613 14.2093
Si 4.275 9.4796 10.7533
Si 14.4675 15.0493 16.4517
Si -4.4046 5.9643 11.9298
Si 12.6041 3.8276 18.7999
Si 9.6369 8.4547 31.6009
Si -18.3368 19.8137 24.7384
Si 28.5487 3.6066 25.2421
Si -4.6029 -3.7215 23.3634
Si 10.2608 9.6696 20.8766
Si 14.7332 8.347 20.0237
Si 4.9412 21.9574 19.9365
Si 5.2173 7.5279 29.5487
Si 31.343 14.5998 26.696
Si 24.6922 12.6866 12.7683
Si 8.6792 16.2918 17.0782
Si 3.4598 14.3956 27.5756
Si -5.5589 11.2408 16.8832
Si 11.8102 4.3943 28.7663
Si 11.9986 5.5544 23.0655
Si 28.9655 8.4336 15.6418
Si 11.492 16.3179 12.5542
Si 30.6891 -0.8453 21.7006
Si 14.0772 5.0745 28.9071
Si 10.9332 28.4236 18.4887
Si 22.6662 10.1023 14.9056
Si -4.2383 -5.5517 29.2097
Si 9.3998 -8.2307 10.5944
Si 20.0815 8.5843 13.9615
Si 7.8342 9.4196 10.468
Si 16.6499 4.824 23.1579
Si 11.1048 0.7751 29.5452
Si 13.0723 13.8385 21.8388
Si -2.6296 22.6608 16.6072
Si 10.011 8.8964 26.6508
Si -3.4169 12.2063 22.6995
Si 3.1255 19.206 14.3123
Si 0.7705 2.0278 27.0993
Si 3.5536 15.0164 10.6382
O 5.5154 33.0969 18.4295
O -6.9244 14.6542 21.974
O 9.2473 1.4267 18.0756
O -8.1909 10.7947 28.1186
O 7.6403 10.8157 16.816
O 1.0933 25.9217 22.9955
O -9.1486 -2.372 15.7776
O -5.3486 -29.4084 15.0148
O 28.3987 33.1282 29.9763
O -0.0646 13.6384 18.3028
O 15.1043 -5.3112 16.6252
O 8.5661 23.768 15.4786
O 1.6854 25.9822 15.3139
O 32.8487 33.3474 28.8208
O 30.3372 0.2403 28.2237
O 22.4803 13.9238 14.7706
O 12.0286 -9.3269 21.9334
O 46.8076 -5.6281 18.4758
O 4.4317 20.0009 26.2923
O 13.9138 2.4991 26.8656
O 8.3461 -4.3561 28.6469
O -2.6373 -0.7516 26.6072
O 53.6888 -13.3163 22.3966
O 9.3921 14.8363 17.2223
O 3.4144 7.4723 18.6734
O 9.8391 -4.4713 17.2617
O -1.9718 7.5088 25.8747
O 13.7885 -0.5984 25.7843
O 11.3829 -1.4684 26.0186
O -3.0536 14.7972 13.7466
O -13.2269 40.0169 30.546
O -2.9858 23.9337 26.8329
O 17.0643 21.2655 24.2871
O 40.9373 10.6044 20.9636
O 13.0093 21.1195 17.6208
O 21.8182 18.9957 21.2812
O -17.7629 -47.2594 16.9025
O -30.0619 8.0774 14.4103
O 6.8751 3.9623 20.1554
O 13.9468 14.5843 17.9232
O 34.0743 5.6791 24.25
O 9.7333 0.9973 23.2269
O 21.9465 0.0881 16.0905
O -2.0697 14.3289 19.837
O -2.7651 16.4543 21.1456
O 22.4648 16.6674 28.5373
O 35.4313 11.8444 28.3123
O 3.5861 -46.297 23.8287
O -11.4723 -3.038 18.0297
O -6.6289 12.9211 25.2646
O 0.2416 -9.6992 25.7673
O 21.5281 8.9061 14.7375
O -28.6405 14.2915 17.6773
O 27.574 -6.7448 26.423
O -3.3423 2.7935 22.0094
O 35.229 21.5114 23.7012
O -12.9495 19.3251 28.1989
O 2.3568 8.375 27.6849
O 27.173 -1.2102 19.9819
O 16.9779 -0.9537 16.0556
O 17.4683 6.0746 29.0261
O 18.5014 3.7646 25.6615
O 1.3429 -18.2633 20.3678
O 8.6692 -22.846 20.567
O 52.9105 5.5187 13.4044
O 27.5396 2.3773 28.4853
O 53.4028 23.3461 23.8105
O -3.9586 -6.8378 28.2102

Results
free energy: -176908.194 eV
free energy less fixed offsets of O -568.88, Si -635.61 eV per atom: 8.326 eV

Forces (eV/angstrom), in the order of the atoms: element, x, y, z
Si -0.0102 0.0913 -0.0206
Si 0.0051 0.0056 -0.0041
Si 0.0052 0.0606 -0.0384
Si -0.0008 -0.0541 0.0061
Si -0.0077 -0.0409 0.0129
Si -0.0038 -0.0087 0.0142
Si 0.0041 0.0934 -0.01
Si -0.0033 -0.0218 0.0143
Si 0.0052 0.0524 -0.0214
Si 0.0091 -0.0245 0.0232
Si -0.0028 0.0065 0.0185
Si 0.0035 -0.0339 0.0077
Si 0.0232 0.1004 -0.0848
Si -0.0034 0.0664 -0.0585
Si 0.0465 0.0063 -0.0128
Si -0.0439 -0.1126 -0.0042
Si 0.0311 0.1023 0.1325
Si -0.0081 -0.077 -0.0082
Si 0.0121 0.0166 0.0268
Si -0.0069 -0.0628 0.06
Si -0.0208 -0.0077 0.0573
Si 0.0027 -0.1505 -0.0667
Si -0.0009 0.0169 0.0315
Si 0.0345 -0.1431 -0.092
Si -0.072 -0.0755 0.1821
Si -0.0492 -0.0145 0.0333
Si -0.061 0.0094 -0.0589
Si 0.0128 -0.1677 0.0209
Si -0.0152 -0.1161 0.0739
Si 0.1004 -0.1103 -0.0786
Si 0.1026 -0.1093 0.0932
Si -0.0383 -0.0575 0.0065
Si 0.0296 -0.0138 -0.1758
Si -0.0725 -0.0592 -0.0211
Si -0.0241 -0.1109 -0.0814
Si -0.0808 -0.0431 0.0402
Si -0.0142 0.0762 0.0236
Si -0.0102 0.0653 0.0137
Si -0.0114 0.0176 -0.0069
Si -0.0183 -0.0566 -0.0178
Si -0.0125 0.0075 0.0044
Si -0.0012 -0.0095 -0.0316
Si -0.0051 0.0277 -0.017
Si -0.0033 -0.0107 -0.0233
Si 0.017 0.0191 -0.0274
Si 0.0084 -0.0956 0.0322
Si -0.006 -0.0361 0.0245
Si 0.0035 -0.0394 0.0022
Si 0.1064 -0.0436 -0.0415
Si -0.0676 0.0246 -0.1583
Si -0.08 -0.018 -0.0307
Si 0.0655 0.052 0.0345
Si -0.0237 0.0365 -0.0829
Si -0.0142 -0.1661 0.1836
Si 0.038 0.2728 0.0972
Si 0.0429 0.0518 0.0412
Si -0.0305 -0.0301 0.0128
Si -0.1717 0.0168 -0.0369
Si 0.6462 -0.5381 -0.1904
Si -0.4312 0.2399 -0.1462
Si 0.1064 -0.0088 -0.0704
Si -0.0073 0.0077 -0.0944
Si -0.1754 -0.0394 -0.0081
Si -0.0269 0.0225 0.0775
Si 0.1257 -0.0092 -0.045
Si 0.0448 0.0137 0.0481
Si 0.0003 0.0202 0.0855
Si 0.0598 0.0058 0.0593
Si -0.0317 -0.0153 -0.004
Si 0.1061 -0.0445 -0.0545
Si -0.0464 0.069 -0.0458
Si -0.0584 0.0284 -0.0252
Si 0.0201 -0.0487 -0.0445
Si 0.0418 -0.0308 0.0175
Si -0.0424 -0.0286 -0.0357
Si 0.023 -0.003 -0.0248
Si -0.0298 0.0259 0.059
Si -0.0189 0.0843 -0.007
Si -0.1739 -0.239 0.1292
Si 0.1212 -0.3658 -0.0199
Si 0.0848 -0.1228 -0.1326
Si -0.073 0.2419 -0.1159
Si -0.228 0.3333 0.0904
Si -0.0793 0.1475 -0.0083
Si 0.0167 -0.0453 0.0143
Si 0.0364 -0.0901 -0.0523
Si 0.0148 -0.0383 -0.0203
Si -0.0085 0.0511 0.0169
Si -0.0394 0.1665 0.0764
Si -0.0371 -0.0032 0.0503
Si 0.0293 0.0051 0.0487
Si 0.0355 -0.0817 -0.0401
Si 0.0129 -0.0418 0.0331
Si -0.0214 0.0254 -0.0053
Si -0.0212 0.0103 -0.0446
Si 0.0193 -0.0031 0.0076
Si 0.1603 0.0788 -0.327
Si 0.008 0.4148 0.4334
Si 0.0489 0.2867 -0.0339
Si -0.1271 0.0641 -0.1391
Si 0.25 -0.1739 0.1807
Si -0.0069 -0.0778 0.232
Si 0.0198 0.1196 -0.4033
Si -0.0401 0.0494 0.2808
Si -0.0049 0.0145 -0.2921
Si -0.0997 -0.0285 0.149
Si 0.0957 0.2218 0.0566
Si -0.086 0.2592 -0.0764
Si -0.0288 -0.0108 0.0229
Si 0.0143 -0.0356 -0.0184
Si 0.0064 -0.0113 -0.0034
Si -0.0112 0.0207 -0.0145
Si 0.0038 0.054 -0.0135
Si 0.0139 -0.0004 -0.0104
Si -0.0002 -0.0001 -0.0082
Si -0.006 -0.0391 0.0163
Si 0.0055 -0.012 -0.0071
Si -0.0049 0.0302 -0.0074
Si -0.0085 0.0165 -0.009
Si 0.018 0.01 -0.0006
Si -0.0531 -0.0282 -0.017
Si -0.041 -0.0383 -0.0163
Si -0.0135 -0.0348 -0.0262
Si 0.025 0.0347 0.0049
Si 0.0353 0.0698 0.0369
Si 0.0565 0.014 -0.0527
Si 0.0435 -0.0515 -0.0214
Si 0.025 -0.0708 0.031
Si -0.0222 -0.0546 0.0454
Si -0.044 0.003 -0.0603
Si 0.0027 0.0866 -0.0168
Si -0.0061 0.0653 -0.0404
Si -0.0731 0.0482 0.001
Si 0.0373 0.0538 -0.0484
Si -0.0195 -0.0564 0.0183
Si -0.0278 -0.0533 -0.0211
Si 0.1115 0.1324 0.2218
Si 0.1029 -0.09 0.1145
Si -0.0737 0.0339 0.0193
Si 0.0465 0.0994 -0.0077
Si 0.0183 -0.0485 0.0246
Si 0.046 -0.0404 -0.1412
Si 0.0782 0.0519 -0.0077
Si -0.0027 -0.0772 0.0851
Si 0.0363 -0.0436 -0.0152
Si 0.0221 -0.1039 -0.0107
Si 0.0208 0.008 -0.0183
Si -0.0402 -0.0391 0.0319
Si 0.0161 -0.127 -0.0012
Si -0.0846 0.0389 -0.0282
Si 0.0121 0.0295 -0.017
Si 0.0293 -0.0004 -0.0266
Si -0.0142 -0.0347 -0.0238
Si -0.0756 -0.0411 -0.0266
Si 0.0221 0.0548 0.049
Si -0.1223 -0.0442 -0.0205
O 0.0042 -0.1121 -0.05
O 0.0127 0.0021 0.0303
O -0.0146 0.0584 0.0061
O 0.0024 -0.0074 0.0119
O 0.0058 0.008 -0.009
O 0.0079 0.1155 0.0172
O 0.0018 -0.0019 0.0094
O -0.0721 -0.0344 -0.1003
O 0.0126 -0.004 0.0261
O -0.0222 0.0117 0.0092
O 0.0029 -0.0097 -0.0059
O -0.0025 0.0157 -0.0151
O -0.0301 0.0072 0.0301
O 0.0244 -0.0252 0.0224
O -0.0198 -0.0202 0.0227
O 0.0749 -0.0447 -0.0252
O 0.0211 0.0152 0.0018
O -0.0292 0.0162 0.005
O -0.0138 0.0101 0.0563
O 0.0188 -0.0218 -0.0089
O 0.0164 -0.0063 0.0197
O -0.0536 -0.057 -0.038
O -0.0092 0.0409 -0.0401
O 0.0401 -0.0226 0.0606
Si 0.0032 -0.0309 0.0237
Si -0.1713 0.1434 0.0914
Si -0.052 0.0713 0.0238
Si 0.0657 -0.016 0.0289
Si 0.0097 0.0532 0.0593
Si 0.0038 0.0175 0.0597
Si 0.0572 0.0347 0.0547
Si 0.0515 0.0951 0.0155
Si 0.0497 -0.0934 -0.0288
Si 0.0363 0.0644 -0.0746
Si -0.1379 0.1549 0.0502
Si -0.0039 0.0677 -0.0082
Si 0.0964 0.0091 0.0201
Si -0.1392 -0.0779 -0.0502
Si -0.0653 -0.0118 0.0127
Si -0.0203 -0.1135 -0.0474
Si -0.0179 -0.0077 -0.0414
Si 0.2095 -0.2461 -0.1862
Si -0.0118 -0.0024 0.0441
Si -0.1942 -0.0227 -0.0364
Si 0.0223 -0.0542 -0.0381
Si -0.0079 0.026 -0.0052
Si -0.0555 0.0272 0.0639
Si 0.1028 0.1448 -0.0533
Si -0.0556 0.2158 0.1664
Si 0.0221 0.0276 0.0199
Si -0.0898 -0.0063 0.054
Si 0.0056 0.0089 -0.1335
Si -0.067 -0.0072 -0.0119
Si 0.105 0.0547 0.2069
Si -0.0077 -0.0002 -0.0363
Si -0.0007 -0.0579 -0.0177
Si 0.0007 0.0343 -0.1421
Si 0.0355 -0.0934 0.0554
Si -0.0137 -0.0609 0.056
Si -0.0011 0.0159 -0.0088
Si 0.0565 -0.1562 -0.0076
Si 0.048 0.0426 -0.0165
Si 0.015 -0.008 -0.0083
Si 0.0667 -0.0038 -0.0424
O -0.0035 0.0105 -0.0377
O 0.0362 0.0407 0.0544
O 0.0113 0.0154 -0.0736
O -0.04 -0.0625 -0.052
O 0.0228 0.0542 -0.0041
O -0.0103 0.0665 0.0108
O -0.0199 0.0256 -0.0155
O 0.0363 -0.0098 0.0128
O -0.0094 0.0368 -0.0406
O 0.0029 -0.0037 -0.0111
O -0.0147 -0.0133 0.0208
O 0.0733 -0.0296 -0.0164
O -0.018 -0.0312 -0.0217
O 0.045 0.0291 0.0609
O 0.0497 -0.012 0.0687
O 0.1579 0.0188 0.0342
O 0.0615 0.0499 -0.0294
O 0.0221 -0.0351 -0.0094
O -0.0702 0.0215 -0.0498
O -0.0384 0.0163 0.0088
O -0.0065 -0.0355 0.0648
O 0.0248 -0.0404 0.0108
O -0.0334 -0.1694 0.1006
O -0.0129 0.0265 0.0057
O 0.0084 -0.0175 0.0082
O -0.0138 -0.0078 0.0111
O 0.0082 0.035 0.0084
O 0.0002 -0.0209 0.0273
O -0.0298 -0.0407 0.0265
O 0.017 -0.0496 -0.0357
O 0.038 -0.0334 -0.0496
O 0.0064 0.0097 0.0139
O -0.0727 -0.0845 0.0539
O -0.078 0.0142 -0.0511
O -0.0061 -0.011 -0.0101
O 0.0158 -0.1041 0.0139
O -0.0065 -0.0237 0.0226
O 0.0005 0.0003 0.023
O -0.0109 0.0195 -0.0266
O 0.0076 0.009 -0.0182
O -0.0208 0.0224 0.0237
O 0.0626 -0.0494 -0.01
O -0.0167 0.0057 -0.097
O -0.0044 0.0202 -0.0238
O -0.0051 -0.0088 -0.0089
O 0.0689 0.0121 0.0362
O -0.0043 0.0756 -0.0132
O 0.0092 0.0026 0.0096
O -0.0017 -0.0255 0.0239
O -0.0129 0.0204 0.0196
O 0.0089 0.0283 0.0384
O -0.0621 -0.0477 -0.0761
O -0.0014 0.0142 0.014
O -0.1274 0.0523 0.1254
O 0.0083 0.1675 -0.1113
O 0.054 -0.0333 0.0983
O -0.0103 -0.0448 0.0126
O 0.0239 0.0354 0.0244
O -0.0422 -0.0546 0.0007
O 0.0162 -0.0165 -0.0219
O 0.0213 -0.0402 -0.01
O 0.031 0.0197 0.0584
O -0.027 0.03 -0.0662
O 0.0769 -0.0111 0.0487
O 0.0191 0.0155 -0.0289
O -0.041 0.0545 0.0041
O -0.1336 0.0058 0.0698
O 0.03 0.0403 -0.0053

The program warned: the cutoff lies below the one the program advises for these potential files; the forces do not sum to zero within the program's tolerance; the exchange-correlation potential is rough where the density is thin.
